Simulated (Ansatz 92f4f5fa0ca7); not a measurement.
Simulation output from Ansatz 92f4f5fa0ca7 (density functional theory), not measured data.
Periodic cell of 255 atoms, Si165O90, from a study of silicon, its oxide and their interface. The atomic structure is a simulated model.
Doubt: the cutoff is low for norm-conserving oxygen, so forces and energies are approximate.
This geometry differs little from another in the collection (a relaxation step or a small displacement).

Settings: functional HSE06; potential files SPMS norm-conserving; basis plane waves; wave-function cutoff 800 eV; density cutoff ratio 4; exchange-correlation grid ratio 1; k mesh 1 x 1 x 1, Gamma-centred; occupations fixed; spin none; net charge 0.

Cell vectors (angstrom)
a  10.938  0  0
b  0  10.938  0
c  0  0  37.4293

Atoms: element, x, y, z (angstrom)
Si  0  0  0.683
Si  5.469  0  0.683
Si  2.7345  2.7345  0.683
Si  8.2035  2.7345  0.683
Si  0  5.469  0.683
Si  5.469  5.469  0.683
Si  2.7345  8.2035  0.683
Si  8.2035  8.2035  0.683
Si  1.3673  1.3673  2.0503
Si  6.8362  1.3673  2.0503
Si  4.1018  4.1018  2.0503
Si  9.5708  4.1018  2.0503
Si  1.3673  6.8362  2.0503
Si  6.8362  6.8362  2.0503
Si  4.1018  9.5708  2.0503
Si  9.5708  9.5708  2.0503
Si  2.7345  0  35.3778
Si  8.2035  0  35.3778
Si  0  2.7345  35.3778
Si  5.469  2.7345  35.3778
Si  2.7345  5.469  35.3778
Si  8.2035  5.469  35.3778
Si  0  8.2035  35.3778
Si  5.469  8.2035  35.3778
Si  4.1018  1.3673  36.7451
Si  9.5708  1.3673  36.7451
Si  1.3673  4.1018  36.7451
Si  6.8362  4.1018  36.7451
Si  4.1018  6.8362  36.7451
Si  9.5708  6.8362  36.7451
Si  1.3673  9.5708  36.7451
Si  6.8362  9.5708  36.7451
Si  -1.384  -1.5105  28.6091
Si  5.1081  0.553  27.2875
Si  3.2567  2.1491  27.3508
Si  8.0053  2.9057  27.3038
Si  -0.3003  5.5811  27.3294
Si  5.7291  5.0808  27.1587
Si  2.581  8.7367  26.7305
Si  8.482  7.8797  27.149
Si  1.3806  1.2999  28.5354
Si  6.8327  1.3675  28.6212
Si  4.1434  3.9794  28.5405
Si  9.5226  4.0383  28.6503
Si  1.318  6.6492  28.6073
Si  6.8194  6.7679  28.4319
Si  4.1074  9.6539  28.337
Si  11.0457  10.6434  27.3189
Si  2.7348  -0.072  29.8996
Si  8.1912  -0.0729  29.9007
Si  0.0274  2.6799  29.9121
Si  5.5064  2.7277  30.0129
Si  2.7545  5.3451  29.9093
Si  8.1674  5.4703  29.9466
Si  0.0384  8.1323  29.9706
Si  5.4242  8.1857  29.7312
Si  4.0972  1.3189  31.2814
Si  9.5739  1.3124  31.2601
Si  1.3709  4.039  31.3039
Si  6.8443  4.1104  31.3463
Si  4.1066  6.8148  31.1988
Si  9.572  6.7932  31.3088
Si  1.3867  9.5317  31.3052
Si  6.7872  9.5074  31.2191
Si  0.0055  -0.0295  32.648
Si  5.4654  -0.0467  32.6298
Si  2.7409  2.6889  32.6613
Si  8.2208  2.7041  32.6477
Si  0.0018  5.4265  32.6581
Si  5.4589  5.488  32.647
Si  2.7516  8.156  32.6334
Si  8.1869  8.1855  32.6268
Si  1.3552  1.3508  34.0199
Si  6.8277  1.3446  33.9999
Si  4.0954  4.0997  34.0062
Si  9.5668  4.08  34.0217
Si  1.3639  6.8182  34.0085
Si  6.8309  6.8363  34.0153
Si  4.0952  9.5481  34.0076
Si  9.5554  9.5588  34.0041
Si  2.7443  0.0122  3.4079
Si  8.2221  0.0352  3.4124
Si  -0.0096  2.747  3.4223
Si  5.4752  2.7532  3.4187
Si  2.7228  5.4665  3.4302
Si  8.2112  5.4749  3.4163
Si  0.0127  8.2008  3.4175
Si  5.4886  8.2262  3.416
Si  4.0741  1.4162  4.7724
Si  9.5467  1.4243  4.8135
Si  1.3262  4.1106  4.8151
Si  6.8731  4.0939  4.7942
Si  4.1111  6.8535  4.7578
Si  9.5756  6.8406  4.7851
Si  1.3702  9.5985  4.7678
Si  6.8594  9.6256  4.771
Si  -0.0011  0.0551  6.1156
Si  5.5  0.1059  6.1026
Si  2.6652  2.7198  6.1798
Si  8.1951  2.758  6.277
Si  -0.0767  5.4406  6.2072
Si  5.5073  5.4902  6.0869
Si  2.7579  8.2422  6.1137
Si  8.278  8.292  6.118
Si  1.2709  1.3499  7.6006
Si  6.7871  1.3978  7.643
Si  4.1123  4.1103  7.4073
Si  9.5308  4.0981  7.7466
Si  1.3127  6.8892  7.42
Si  6.8964  6.9077  7.3778
Si  4.1417  9.6941  7.4033
Si  9.618  9.6974  7.5372
Si  3.8318  1.423  10.2895
Si  8.1868  0.0091  9.0065
Si  -0.1519  2.5482  9.1507
Si  5.2761  2.7383  8.9503
Si  2.7995  5.5822  8.6464
Si  8.1953  5.7074  8.932
Si  0.1267  8.3553  8.8409
Si  5.622  8.389  8.6461
Si  2.73  -0.0333  8.8494
Si  9.4943  1.1393  10.6342
Si  1.4305  3.4421  10.6033
Si  6.5022  5.1837  10.4911
Si  4.1284  7.1055  9.774
Si  9.5139  7.2216  10.128
Si  1.8601  9.2277  10.2483
Si  7.1102  9.3003  10.2577
O  5.7184  0.3232  25.7767
O  9.5745  6.7127  26.8235
O  2.6552  2.3963  10.9859
O  1.5811  11.243  13.0576
O  10.136  0.1462  26.0339
O  3.9409  6.6707  23.6875
O  6.0625  3.6857  10.0387
O  -0.4019  0.0558  11.2931
O  7.0579  5.0887  12.0151
O  4.7279  0.5345  11.3698
O  12.9725  15.6319  9.7862
O  5.2001  6.1788  10.6365
O  0.6324  4.1036  11.9045
O  8.3226  8.2289  10.7563
O  8.7116  1.8255  11.9249
O  3.0772  8.134  10.5607
O  0.3914  5.0056  25.9786
O  2.8968  8.5221  25.144
O  8.7257  2.3449  25.9533
O  1.2566  9.6588  26.7321
O  5.1455  5.5423  25.7073
O  2.2546  -3.6319  27.4128
O  8.0771  8.48  25.6854
O  6.7092  9.727  23.8656
Si  3.3961  5.6102  13.289
Si  9.4887  -6.449  22.2046
Si  4.5648  4.8294  17.5458
Si  11.6813  10.1813  12.1219
Si  5.8437  -0.5102  11.9971
Si  3.5357  12.167  22.7343
Si  -0.2014  11.584  18.4438
Si  0.0653  7.8915  14.2129
Si  11.1318  -7.4536  19.6977
Si  4.7777  8.3549  14.1741
Si  8.8815  -1.7345  19.1001
Si  2.619  -3.3865  23.8678
Si  5.3227  6.0244  24.1694
Si  -4.7377  4.4321  13.2264
Si  2.3445  9.2171  15.8045
Si  7.511  8.3573  24.1679
Si  11.5689  5.7234  12.206
Si  4.2328  11.4753  20.0351
Si  -1.2316  1.8843  15.6735
Si  10.6004  -6.4707  16.8903
Si  9.2414  7.2586  16.5341
Si  1.5138  11.9239  14.5418
Si  4.9067  3.9633  21.9782
Si  1.4716  7.8635  21.133
Si  0.6992  5.1636  24.4037
Si  5.9493  11.1148  24.1858
Si  1.797  2.5543  24.622
Si  9.8648  1.4897  25.1951
Si  7.1702  11.42  20.0903
Si  2.7498  5.1449  20.0365
Si  -4.538  6.4177  15.656
Si  9.2923  -3.4594  21.7026
Si  2.2035  -1.1422  18.7036
Si  -3.2215  1.6615  13.2309
Si  5.8235  2.8464  19.3659
Si  2.488  3.7185  15.5818
Si  -2.7589  1.7041  22.7459
O  4.0417  7.02  13.6793
O  -0.893  -0.6178  19.1691
O  12.3606  8.1294  15.0519
O  4.4881  0.1847  23.5031
O  -0.634  6.0381  16.6621
O  6.5223  5.2177  14.588
O  4.4433  1.9752  19.305
O  2.3064  8.8728  17.3824
O  2.1459  1.4333  23.52
O  3.7613  4.8126  21.2375
O  2.6101  4.8971  14.4975
O  8.7469  -2.7131  20.3753
O  -1.2189  8.054  15.1951
O  6.6748  2.8961  13.3333
O  10.4413  -6.6521  18.4838
O  3.7532  3.8193  16.5792
O  1.3222  6.6209  24.1372
O  0.322  2.2818  25.1906
O  -0.3868  6.438  11.1535
O  6.8984  3.9941  26.8012
O  3.1957  0.678  21.2594
O  12.8706  6.4554  20.4858
O  10.8354  1.923  19.4246
O  5.6345  4.8267  23.1287
O  4.2668  2.6593  22.6611
O  8.8814  -5.0405  21.6596
O  -2.48  1.5342  14.6859
O  -5.8334  9.3225  12.9295
O  5.9697  3.5012  20.843
O  0.0965  6.3785  13.6026
O  4.6043  4.5808  12.8957
O  -0.6446  4.8844  23.5547
O  7.5659  10.1542  19.1626
O  5.683  0.1463  20.6408
O  14.7758  9.1326  15.2181
O  2.3444  8.2905  22.4442
O  -2.8133  0.8376  21.3611
O  10.5006  -7.0424  21.1085
O  2.8959  2.501  25.7911
O  12.2627  0.1509  18.2876
O  3.5913  -5.4965  18.6829
O  7.0651  1.8223  19.1594
O  7.7953  -4.3597  16.4167
O  12.7001  3.886  19.7658
O  8.6745  8.1381  23.0557
O  0.0343  1.5697  14.7389
O  5.7645  14.9232  18.2396
O  6.8149  1.4114  23.5744
O  10.8912  -3.2531  21.6466
O  2.4796  13.1975  14.8482
O  12.7565  -0.2116  15.575
O  9.3974  1.1763  23.6831
O  9.1397  -2.6393  17.7794
O  6.1013  7.8436  14.9463
O  1.1508  4.0256  16.4351
O  8.4123  3.3011  22.4975
O  1.7966  4.0434  23.9922
O  -1.333  14.396  16.085
O  0.0216  9.0441  13.0597
O  -9.3222  8.9726  19.9644
O  5.2229  6.0395  16.7013
O  -0.9971  1.0224  17.0567
O  2.2515  5.9962  12.1953
O  6.8552  0.3193  12.9611
O  3.6857  10.3403  19.0488
O  6.5162  7.0949  24.0946

Results
free energy: -59013.304 eV
free energy less fixed offsets of O -447.96, Si -113.29 eV per atom: -4.054 eV
gap between the highest filled and lowest empty level on this k mesh: 1.350 eV

The program warned: the cutoff lies below the one the program advises for these potential files; the forces do not sum to zero within the program's tolerance; the exchange-correlation potential is rough where the density is thin.
